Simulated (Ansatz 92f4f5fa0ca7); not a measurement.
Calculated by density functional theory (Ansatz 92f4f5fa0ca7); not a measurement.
Periodic cell of 212 atoms, Si132O80, from a study of silicon, its oxide and their interface. The atomic structure is a simulated model.
Doubt: the cutoff is far below the 930 eV that the study's wrapper takes by default for these files, so forces and energies are approximate.

Settings: functional PBE; potential files Ansatz PAW; basis plane waves; wave-function cutoff 580 eV; density cutoff ratio 5; exchange-correlation grid ratio 1; k mesh 1 x 1 x 1, Gamma-centred; self-consistency stop 5e-08 eV per atom in the density residual; occupations fixed; spin none; net charge 0.

Cell vectors (angstrom)
a  10.938  0  0
b  0  10.938  0
c  0  0  31.57

Atoms and the computed forces on them: element, x, y, z (angstrom), force x, y, z (eV/angstrom)
Si  -0.5567  0.5942  24.0689  0.0013  0.0181  0.0022
Si  6.1513  -0.5241  23.966  0.0057  -0.0095  0.0045
Si  2.3389  3.2012  24.3827  -0.0116  0.0025  -0.0091
Si  8.643  2.4109  24.272  -0.02  -0.0369  -0.01
Si  0.5199  4.8533  24.1579  0.009  -0.0047  0.0059
Si  5.1548  5.7185  24.2508  -0.0198  -0.0038  -0.0024
Si  3.3176  7.5134  24.1147  0.015  0.0025  -0.0023
Si  7.7678  8.6227  24.2021  -0.0065  0.009  0.0076
Si  1.3101  1.3483  25.3764  -0.0001  -0.0034  0.0068
Si  6.8828  1.2884  25.3693  0.0106  0.0126  0.0047
Si  4.0755  4.1425  25.62  0.0135  0.0069  0.0114
Si  9.693  4.0637  25.5269  0.0138  0.0137  0.0098
Si  1.4361  6.7438  25.3538  -0.0043  -0.0061  0.0076
Si  6.8323  6.8537  25.4593  0.0047  0.006  0.0133
Si  4.2088  9.4968  25.1637  -0.0012  -0.0016  0.0009
Si  9.5717  9.6429  25.3377  -0.0028  -0.0053  0.0048
Si  2.7745  -0.0626  26.6472  -0.0011  0.0004  0.0003
Si  8.2223  -0.0193  26.8162  -0.002  0.0009  -0.0127
Si  0.0567  2.6822  26.8748  -0.0035  -0.0061  -0.0102
Si  5.5037  2.6798  26.7646  -0.0061  -0.004  -0.0023
Si  2.7014  5.4966  26.8989  -0.0003  -0.0018  -0.022
Si  8.2341  5.4643  26.7684  -0.0014  -0.0027  -0.0004
Si  0.026  8.2022  26.6811  0.0002  0.0038  -0.0025
Si  5.4564  8.2257  26.7883  -0.0021  0.0003  -0.0069
Si  4.1018  1.3673  28.1517  -0.0836  -0.3688  -0.5478
Si  9.5708  1.3673  28.1517  -0.0702  -0.135  0.4845
Si  1.3673  4.1018  28.1517  0.0359  -0.1525  0.8534
Si  6.8362  4.1018  28.1517  0.1712  -0.1905  -0.2916
Si  4.1018  6.8362  28.1517  -0.0272  0.4762  0.4578
Si  9.5708  6.8362  28.1517  0.2239  0.2326  -0.4217
Si  1.3673  9.5708  28.1517  0.2268  -0.1597  -0.7275
Si  6.8362  9.5708  28.1517  -0.0557  -0.0119  0.204
Si  0  0  29.519  -0.0797  0.0722  -0.0192
Si  5.469  0  29.519  -0.0128  -0.0463  0.0337
Si  2.7345  2.7345  29.519  -0.0833  0.09  0.0152
Si  8.2035  2.7345  29.519  0.0443  0.0062  0.0365
Si  0  5.469  29.519  0.0013  -0.0727  0.0333
Si  5.469  5.469  29.519  -0.0248  0.0472  -0.0394
Si  2.7345  8.2035  29.519  0.0937  0.0176  0.0471
Si  8.2035  8.2035  29.519  -0.0445  0.0392  -0.007
Si  1.3673  1.3673  30.8862  0.0456  -0.0496  0.0097
Si  6.8362  1.3673  30.8862  -0.0141  0.0576  -0.0341
Si  4.1018  4.1018  30.8862  0.0361  -0.0863  0.0056
Si  9.5708  4.1018  30.8862  -0.0268  0.0283  -0.023
Si  1.3673  6.8362  30.8862  0.0144  0.0362  -0.0312
Si  6.8362  6.8362  30.8862  0.0458  -0.0484  0.0096
Si  4.1018  9.5708  30.8862  -0.0738  -0.0232  -0.0125
Si  9.5708  9.5708  30.8862  0.0776  -0.0299  0.0013
Si  2.7345  0  0.6835  0.0453  0.0138  0.035
Si  8.2035  0  0.6835  -0.0377  0.0361  0.0215
Si  0  2.7345  0.6835  -0.0526  0.0814  -0.0281
Si  5.469  2.7345  0.6835  0.0632  -0.062  0.0325
Si  2.7345  5.469  0.6835  -0.0532  0.0309  0.0297
Si  8.2035  5.469  0.6835  0.03  -0.0521  0.0357
Si  0  8.2035  0.6835  -0.0473  -0.0274  0.0262
Si  5.469  8.2035  0.6835  -0.0712  0.1118  -0.0244
Si  4.1018  1.3673  2.0507  -0.05  0.1051  -0.0339
Si  9.5708  1.3673  2.0507  0.171  0.0254  -0.0197
Si  1.3673  4.1018  2.0507  -0.05  -0.2009  -0.0133
Si  6.8362  4.1018  2.0507  -0.0007  0.0564  -0.0235
Si  4.1018  6.8362  2.0507  0.0713  -0.0243  0.0072
Si  9.5708  6.8362  2.0507  0.0308  0.0745  -0.0033
Si  1.3673  9.5708  2.0507  0.0114  0.0131  -0.0015
Si  6.8362  9.5708  2.0507  -0.0787  -0.2143  -0.0343
Si  0  0  3.418  -0.1838  0.2778  -0.2957
Si  5.469  0  3.418  0.0406  -0.1248  0.4143
Si  2.7345  2.7345  3.418  0.1554  -0.0322  -0.921
Si  8.2035  2.7345  3.418  -0.0514  0.2043  0.6299
Si  0  5.469  3.418  -0.2031  0.0115  0.2014
Si  5.469  5.469  3.418  0.2393  0.092  -0.1689
Si  2.7345  8.2035  3.418  -0.0692  0.0694  0.3709
Si  8.2035  8.2035  3.418  -0.3731  -0.1361  -0.3347
Si  1.4087  1.3817  4.7188  -0.0226  -0.0233  0.0317
Si  6.8187  1.3732  4.8426  0.0122  -0.0097  0.0096
Si  4.0696  4.1075  4.7018  -0.0017  0.006  0.0108
Si  9.5195  4.1962  4.8725  0.0022  0.004  0.0049
Si  1.3252  6.8486  4.8033  0.0012  -0.0056  -0.0004
Si  6.8455  6.8228  4.8196  -0.0023  -0.0053  0.0102
Si  4.1162  9.5422  4.8512  -0.0125  0.001  0.0024
Si  9.4649  9.6491  4.7081  0.0071  0.0007  0.0104
Si  2.6724  -0.032  6.165  0.0226  0.0233  -0.0039
Si  8.1994  0.0408  6.2538  -0.0551  -0.0105  -0.0278
Si  0.127  2.8671  6.0598  -0.0257  -0.0156  -0.0258
Si  5.3277  2.7105  6.1154  0.0143  0.0241  -0.0075
Si  2.8164  5.531  6.1064  -0.0096  0.0038  -0.0152
Si  8.1178  5.509  6.4009  0.006  -0.0044  -0.0034
Si  -0.2174  8.1896  6.0051  0.0203  0.0086  -0.0033
Si  5.4839  8.1576  6.2435  0.0022  -0.0002  -0.0199
Si  3.4544  1.8415  7.3557  -0.0552  -0.0286  -0.0075
Si  10.2728  0.938  7.0592  0.0628  0.0117  0.0192
Si  1.9979  3.7305  7.3171  0.044  0.0233  0.0525
Si  6.2464  4.3967  7.4474  0.0118  0.0187  0.0047
Si  4.6235  6.2574  7.4371  -0.0406  -0.0484  0.0276
Si  8.9148  7.5621  7.458  -0.0251  -0.0164  0.0029
Si  0.7692  9.9496  7.1502  -0.0275  -0.0045  -0.015
Si  7.0834  9.2747  7.5552  0.0311  0.01  0.014
O  0.7183  9.5502  8.7694  0.0077  -0.014  0.0255
O  2.4444  4.0931  9.1493  -0.0989  -0.155  -0.0994
O  10.5906  1.4462  8.6397  -0.0068  0.0016  -0.0168
O  6.3817  9.6772  9.0367  -0.0064  -0.0017  -0.0001
O  3.3246  1.6341  9.0343  0.0174  -0.0224  -0.0001
O  4.0872  6.347  9.0051  -0.0377  -0.0344  0.0337
O  6.3182  3.6479  8.955  0.0016  -0.0025  -0.0045
O  9.5395  7.7467  8.9943  0.0232  0.0101  0.0178
O  3.1254  2.8332  22.9557  -0.0029  0.0028  -0.0115
O  6.2287  10.7371  22.3052  -0.0007  0.003  -0.0082
O  8.0993  3.2523  22.9471  -0.0001  0.0069  0.0044
O  0.0161  4.947  22.5508  0.0068  -0.0012  -0.0113
O  8.1267  8.1901  22.6319  0.0026  -0.0019  -0.014
O  2.6787  7.6861  22.5723  -0.0038  0.0001  -0.0021
O  5.877  4.8165  23.0244  0.0077  -0.0013  -0.0023
O  10.7777  11.1869  22.4784  0.0018  -0.0049  -0.0081
Si  7.06  0.1705  20.93  -0.0002  0.0032  0.0083
Si  6.9787  2.3939  14.7043  -0.0017  -0.0026  -0.005
Si  6.7987  2.4034  9.9089  -0.0018  -0.0109  -0.0017
Si  3.1824  3.6683  21.5665  -0.0021  -0.0023  0.0123
Si  -3.1633  7.2105  21.3781  -0.0035  -0.0102  0.0087
Si  -0.6149  9.0547  9.5919  -0.0294  0.0139  -0.0232
Si  10.0704  11.3895  21.0146  0.0038  0.0007  0.0118
Si  3.9869  3.0084  14.691  0.0016  -0.0059  0.0017
Si  4.8367  -6.284  18.1301  -0.0003  0.002  0.0034
Si  7.2939  4.3173  12.3493  0.0011  -0.015  -0.0066
Si  -1.9959  7.855  16.6952  0.0025  -0.0024  -0.0033
Si  5.7817  10.4514  10.3612  0.0076  0.0079  -0.0112
Si  3.4442  -1.7302  12.073  0.0228  0.0208  0.0045
Si  7.2967  10.5039  13.1766  0.0018  0.0017  -0.0106
Si  16.0987  -3.8303  19.7166  -0.0022  -0.0009  0.0075
Si  14.0372  0.2042  14.3042  0.0017  0.0063  0.0016
Si  7.1837  4.3341  22.159  -0.0007  -0.0031  -0.0015
Si  0.5682  4.8182  21.0108  0.0052  0.0009  0.0107
Si  2.8785  2.7461  10.138  0.0182  0.0418  -0.0238
Si  11.3168  1.031  14.8713  -0.0015  0.0032  -0.0042
Si  9.4937  1.0034  9.7516  -0.0026  0.0016  -0.0007
Si  15.2116  15.4913  12.0457  0.0049  -0.0286  -0.0155
Si  5.0749  8.9542  14.5257  0.004  0.0032  0.0045
Si  11.5678  7.9826  12.1493  -0.0206  0.0247  0.0305
Si  10.1608  5.2732  12.7659  -0.0107  -0.0186  0.0114
Si  9.8675  9.4472  14.2228  -0.011  0.0059  0.0042
Si  5.687  2.7062  19.9605  0.0013  0.0047  0.0072
Si  8.8473  9.1194  19.5132  0.0005  0.0002  0.0035
Si  2.7394  6.6915  21.2809  0.0023  -0.0002  0.0102
Si  9.3672  2.7364  16.5837  0.0034  0.0007  -0.0034
Si  11.1944  2.318  11.9545  0.0144  -0.0141  -0.0222
Si  -0.1427  2.7963  19.1041  0.0016  0.0014  0.0022
Si  2.6832  5.8414  9.7483  -0.1705  0.3255  -0.071
Si  -0.4494  -5.5261  15.989  0.0005  -0.0001  0.0063
Si  5.9161  -3.8887  16.8637  0.0003  -0.0021  0.0011
Si  2.057  3.9023  17.1015  0.0008  -0.0013  0.0022
O  19.065  1.729  9.2584  0.0031  0.0016  0.002
O  16.7798  5.064  12.1025  -0.0008  0.0069  0.0015
O  9.378  4.3568  16.5384  0.0009  0.001  -0.0005
O  4.1451  -0.7625  15.105  0.0005  -0.0026  0.0006
O  12.6374  3.6343  20.9126  0.0039  0.0076  -0.0001
O  1.2723  6.2745  20.662  -0.0026  -0.0057  0.003
O  10.7789  3.8397  12.3024  -0.0006  0.01  0.0032
O  -0.4749  4.2413  19.8789  0.0004  -0.0038  -0.0012
O  -1.4119  -8.6007  18.1579  -0.001  -0.0024  -0.0015
O  4.313  9.7879  10.7831  -0.0078  -0.0111  0.0066
O  3.4613  5.2857  21.7933  -0.0017  -0.0038  -0.0021
O  10.9016  1.5901  20.2005  0.003  0.0012  -0.0017
O  -4.1719  3.596  20.7784  -0.0021  -0.001  -0.005
O  -2.881  5.6638  21.7884  -0.0035  0.0059  0.0048
O  13.6833  10.4576  12.8668  -0.002  -0.0106  -0.0021
O  3.2282  5.5659  11.3102  -0.032  0.0321  -0.023
O  8.5017  11.8077  21.3065  -0.0002  -0.0025  -0.0022
O  10.2766  5.4824  14.3778  0.001  0.0017  -0.0065
O  1.3503  6.5464  9.3769  0.3664  -0.1569  0.1136
O  4.1179  3.1848  11.1093  -0.0094  0.0047  0.0082
O  11.471  12.4499  13.3272  0.0004  0.0015  0.0066
O  8.8576  -0.8837  13.0933  0.0034  -0.0035  0.0037
O  11.1531  8.6462  13.6078  0.0064  -0.0058  -0.0048
O  7.0337  1.0874  13.7229  0.0011  0.0045  0.0066
O  5.4979  2.7823  15.282  0.0026  0.0006  0.0026
O  7.2807  3.051  11.3212  0.0019  0.011  0.008
O  4.2129  2.8824  20.6224  0.0016  0.0003  0.0053
O  14.7904  4.232  13.6033  -0.0015  0.0056  -0.0022
O  5.7486  12.0784  10.0549  0.0001  -0.0009  0.0014
O  -4.73  7.4361  20.9231  0.0039  0.0007  -0.0032
O  10.6769  8.8407  11.1283  0.0106  -0.0109  0.004
O  5.1696  -3.1704  15.6186  0.0014  -0.0003  0.0019
O  5.2083  5.4987  19.4756  -0.0005  -0.0034  -0.0051
O  12.7877  0.4839  15.3118  0.0011  -0.0004  0.0009
O  -2.3456  5.321  12.2167  0.0063  0.0047  0.0001
O  3.6407  7.4814  20.1726  0.0037  0.0023  -0.0048
O  11.0912  6.4317  12.1227  0.011  0.0006  -0.0117
O  8.7868  -3.3263  20.1584  0.001  0.0026  -0.0045
O  9.008  8.5253  15.2291  0.0057  0.0018  -0.0006
O  -0.7448  6.8138  16.7647  -0.0003  -0.0012  -0.0009
O  6.1273  1.1491  20.0229  -0.002  0.0016  -0.0016
O  7.4325  -1.0849  19.9394  0.0019  -0.0021  0.0003
O  2.9032  3.1618  15.9019  0.0008  0.0006  0.0001
O  5.439  -5.4611  16.8551  0.0011  0.0014  0.0012
O  7.9883  2.1443  15.9636  0.0008  -0.0006  0.0009
O  10.3301  -0.2189  15.1118  0.001  -0.0008  0.0001
O  6.7423  10.3018  11.6665  -0.0007  -0.0032  0.0071
O  12.0166  4.9958  16.3911  -0.0018  -0.0005  -0.0012
O  1.1763  2.9495  18.116  -0.0002  -0.0005  -0.0022
O  10.6948  2.2501  15.7418  -0.0001  -0.0011  0.0019
O  6.5648  9.5077  14.2315  -0.0031  -0.0029  0.0027
O  3.2084  -6.3312  18.022  0.0039  -0.0003  0.0001
O  7.5284  7.0582  16.753  -0.0009  0  0.0023
O  5.5394  3.1971  18.3954  0.0014  -0.0018  -0.0027
O  5.496  7.7999  18.2732  0.0014  0.001  -0.002
O  -1.9047  -1.9813  17.9025  0.0021  -0.0011  -0.0003
O  1.5951  2.3055  11.0131  -0.0483  -0.0122  0.0417
O  10.0784  10  20.1394  -0.0003  -0.0003  -0.0019
O  2.2097  -2.7486  11.7665  -0.0025  -0.0115  -0.0087
O  4.4412  8.417  13.115  -0.0063  -0.002  -0.0043
O  9.26  -0.6091  9.6223  0.01  -0.0064  0.0006
O  7.4625  14.6329  13.8478  0.0005  0.0009  0.0029
O  3.7023  1.6426  13.8649  -0.0003  0.0014  0.0021
O  9.9865  1.5231  11.2044  0.0077  0.0067  0.0058

Results
free energy: -129406.898 eV
free energy less fixed offsets of O -568.88, Si -635.61 eV per atom: 4.022 eV

The program warned: the cutoff lies below the one the program advises for these potential files; the exchange-correlation potential is rough where the density is thin.
